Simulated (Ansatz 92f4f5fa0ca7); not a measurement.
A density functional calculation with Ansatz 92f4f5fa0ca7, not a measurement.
Periodic cell of 252 atoms, Si144O100N8, from a study of silicon, its oxide and their interface. The atomic structure is a simulated model.

Settings: functional r2SCAN; potential files Ansatz norm-conserving; basis plane waves; wave-function cutoff 1300 eV; density cutoff ratio 4; exchange-correlation grid ratio 1; k mesh 2 x 2 x 1, shifted by 0.5 0.5 0.5 of a step; self-consistency stop 5e-08 eV per atom in the density residual; occupations Fermi-Dirac, 0.05 eV; spin none; net charge 0.

Cell vectors (angstrom)
a  10.888  0  0
b  0  10.888  0
c  0  0  35.792

Atoms: element, x, y, z (angstrom)
Si  -0.1816  0.2514  0.1512
Si  2.3719  2.8151  -0.0267
Si  0.1944  5.0699  -0.1089
Si  3.109  7.7979  0.2204
Si  5.5817  -0.5112  0.2057
Si  8.3091  2.2474  -0.172
Si  5.3525  5.6716  0.1388
Si  7.8845  8.3263  0.0643
Si  1.3218  1.3857  1.5009
Si  4.0755  3.9862  1.2079
Si  1.3692  6.6365  1.2736
Si  4.1328  9.3208  1.6471
Si  6.7771  1.2061  1.2905
Si  9.4371  3.952  1.1658
Si  6.8091  6.8265  1.5221
Si  9.516  9.4831  1.3203
Si  -0.1005  2.7369  2.7543
Si  2.7203  -0.0511  2.7512
Si  0.0235  8.0798  2.6139
Si  2.7349  5.3322  2.6878
Si  5.4381  2.6459  2.6064
Si  8.1637  -0.0654  2.736
Si  5.496  8.072  3.0014
Si  8.2048  5.3493  2.6505
Si  1.3353  4.0616  4.0878
Si  4.1025  1.3301  4.0549
Si  1.3355  9.4595  4.0501
Si  4.0401  6.6834  4.1582
Si  6.7969  4.0179  4.0081
Si  9.4845  1.3297  4.1068
Si  6.8487  9.5282  4.1978
Si  9.5572  6.7432  4.0159
Si  -0.0005  -0.0387  5.4194
Si  2.721  2.6829  5.408
Si  0.0081  5.4517  5.4496
Si  2.6942  8.1312  5.4575
Si  5.4481  0.0173  5.4832
Si  8.1361  2.7105  5.4531
Si  5.4634  5.3606  5.4439
Si  8.2252  8.1128  5.438
Si  1.3586  1.3433  6.7792
Si  4.0813  4.0325  6.7864
Si  1.3305  6.8118  6.8457
Si  4.0638  9.5276  6.8018
Si  6.7902  1.3821  6.852
Si  9.5121  4.1021  6.8022
Si  6.8218  6.7772  6.7784
Si  9.554  9.4954  6.7981
Si  0.0147  2.7401  8.1419
Si  2.7198  0.0265  8.1731
Si  -0.0116  8.1875  8.2219
Si  2.717  5.4053  8.1247
Si  5.4353  2.7574  8.2102
Si  8.2027  -0.0039  8.1326
Si  5.4557  8.1601  8.1264
Si  8.1675  5.473  8.1957
Si  1.3756  4.0891  9.5445
Si  4.0517  1.425  9.5531
Si  1.3486  9.5858  9.5427
Si  4.0775  6.7706  9.4454
Si  6.8019  4.1334  9.5676
Si  9.5334  1.3954  9.4913
Si  6.8238  9.5483  9.4758
Si  9.5104  6.8382  9.5924
Si  0.0246  0.1287  10.9068
Si  2.7163  2.7759  10.997
Si  0.0249  5.4545  10.9022
Si  2.7229  8.1338  10.7667
Si  5.5056  0.0913  10.796
Si  8.199  2.7595  10.8735
Si  5.388  5.4821  10.9117
Si  8.1237  8.2323  10.933
Si  1.3778  1.4235  12.4051
Si  4.0988  4.1314  12.3875
Si  1.3765  6.864  12.2174
Si  4.1387  9.5316  11.967
Si  6.7786  1.4835  12.2465
Si  9.5881  4.063  12.2667
Si  6.6846  6.8813  12.2731
Si  9.4681  9.7336  12.2102
Si  0.0458  2.8077  13.88
Si  2.8842  -0.1044  13.4145
Si  -0.0534  8.3437  13.4303
Si  2.7855  5.5883  13.7007
Si  5.4849  2.7695  13.7871
Si  8.1874  0.2483  13.6354
Si  5.4129  8.4262  13.5586
Si  8.0549  5.402  13.4578
Si  1.0198  4.7308  15.0428
Si  4.4253  0.9477  14.8692
Si  1.5373  9.3902  14.7544
Si  3.8337  7.3143  14.8722
Si  7.1428  3.9418  15.0806
Si  9.2625  1.7495  15.1868
Si  6.7385  9.8947  14.9491
Si  9.5779  6.7365  14.5696
Si  16.7524  -15.6511  17.0361
Si  -8.5169  1.0458  23.9562
Si  5.0649  -14.3429  31.5569
Si  -17.7144  2.5476  29.0674
Si  -4.6607  -13.3239  18.9419
Si  4.1236  25.9744  20.9252
Si  13.0927  8.2542  17.2997
Si  13.8293  -12.1211  31.8678
Si  21.7991  37.9076  23.2572
Si  -3.2998  7.493  21.2955
Si  8.0532  13.6565  17.8156
Si  10.5005  -2.0853  18.81
Si  -2.7385  3.9833  24.1307
Si  9.1773  -8.0289  29.5503
Si  22.742  5.2625  26.1955
Si  21.5926  -4.5151  17.3019
Si  8.2516  29.7189  17.007
Si  6.3599  -0.6475  21.2789
Si  25.7009  -20.8061  33.8161
Si  13.7971  0.4831  17.4087
Si  16.658  0.4412  17.569
Si  1.4472  2.8466  21.7346
Si  0.2421  11.1574  17.1736
Si  -15.0513  -20.706  30.168
Si  12.9495  -2.9753  26.6637
Si  14.9186  -4.4512  19.0298
Si  -4.8443  2.0195  19.878
Si  -20.3979  -1.4606  29.3371
Si  28.2969  2.3937  32.9692
Si  5.7522  5.7595  23.1492
Si  10.4432  -2.9143  21.9133
Si  18.9261  1.6771  22.0328
Si  20.8714  2.6058  20.1588
Si  16.2267  5.3945  29.5098
Si  15.0814  -1.1212  23.3832
Si  6.832  6.8737  27.4823
Si  1.1431  -9.301  28.9663
Si  -3.6371  -1.99  29.9327
Si  -0.9979  -3.0751  30.7234
Si  35.1741  -8.2309  26.59
Si  1.2104  -1.6707  34.1363
Si  -11.866  -3.6945  33.8666
Si  8.7883  5.1377  19.4725
Si  26.6648  29.4594  25.3419
Si  12.2929  9.2485  23.9889
Si  8.2723  5.2883  30.9112
Si  17.4132  5.313  33.1247
Si  8.8757  4.5803  26.9529
O  17.3058  -13.6016  31.1055
O  -1.3116  1.257  35.3285
O  6.8051  4.8234  23.9102
O  11.6459  0.0326  29.225
O  -2.419  -3.3101  34.515
O  0.0844  -13.6016  34.593
O  -2.0339  -2.9325  22.1717
O  4.5444  -0.1232  34.8148
O  15.7518  -3.139  19.4843
O  4.2155  -4.1459  35.4064
O  7.66  2.4681  34.127
O  13.6523  1.8723  34.4898
O  2.5951  8.725  34.7822
O  23.3505  1.5344  22.6474
O  3.4424  11.0826  32.4747
O  -1.4119  12.4529  21.2969
O  10.7531  5.6262  14.363
O  9.8512  11.8426  16.4895
O  0.8161  5.2513  16.6206
O  7.4351  11.0608  22.2053
O  -0.4425  4.7264  26.7098
O  7.8327  15.1627  18.4579
O  0.6438  14.8375  22.5628
N  6.864  -3.5794  17.7648
O  2.1381  4.2131  26.5111
N  13.387  8.1854  15.5918
O  2.7923  -1.9263  23.1794
O  16.54  0.5098  20.3685
N  7.0285  -2.0134  20.4147
O  11.6725  21.1144  15.9484
O  -4.5224  5.1588  34.7308
O  13.4746  2.0545  29.643
O  10.7708  21.2531  18.5285
O  -5.8894  16.3297  18.2018
O  -7.6944  12.0079  15.9323
O  11.7451  -5.3175  24.6072
O  6.5504  4.9825  16.1654
O  2.9394  14.2062  21.4938
O  -0.1833  -2.4644  20.3674
O  20.9762  7.5665  32.3132
O  -1.9089  -2.2816  18.2912
N  5.7086  11.0412  15.8299
O  2.7304  -1.1298  17.7243
O  9.2747  -4.5092  30.2267
O  17.5702  21.2807  29.7945
O  11.0863  -1.8773  22.9576
N  -1.5245  -14.9232  16.2814
N  -4.1802  12.6422  18.2604
O  12.3978  -1.569  32.5592
O  4.4303  -28.5992  29.5197
O  11.5926  2.5686  20.3139
O  6.2827  18.4287  26.132
O  -16.669  -8.8774  33.594
O  4.5148  -4.3381  30.3115
O  -9.5488  12.7316  27.3745
O  9.4551  14.9937  20.5213
O  -3.1172  9.0215  15.8868
O  31.1834  -8.6008  18.6573
O  -2.7663  -9.2536  29.5792
O  16.0603  9.596  22.141
O  12.3231  -11.0132  24.5467
O  7.1344  -2.8376  28.5603
O  14.7756  13.3688  27.4457
O  15.8169  -12.622  24.6751
O  4.7869  28.2768  24.2227
O  17.1395  3.8833  32.4229
O  12.3672  -9.6869  17.6812
O  13.8091  -3.8502  18.0622
O  23.6593  -1.9352  27.8826
O  0.1303  6.4918  22.226
O  -0.154  -19.3646  29.502
O  7.9932  6.2906  20.2652
O  -4.159  -1.5042  35.356
O  -2.0974  -1.9291  30.4214
O  6.8285  -5.6347  30.1676
O  -8.2612  -8.723  25.07
O  -4.7981  -11.9311  18.129
O  26.7067  3.1869  19.9409
O  1.3328  6.5498  27.0837
O  20.9106  -5.1128  18.6388
O  15.8686  4.7636  22.1525
O  18.8725  5.7026  32.4828
O  14.36  5.5036  20.1991
O  11.6041  10.6476  34.6707
O  28.6008  -9.5277  31.7697
O  16.2202  1.6683  29.5711
O  8.2609  -7.1471  25.72
O  19.5934  14.6062  28.2834
O  4.2871  11.7616  18.1375
O  28.9154  2.513  20.9626
O  20.2622  -5.9787  23.6208
O  12.1965  3.9492  35.2192
O  10.3895  16.5948  34.3275
O  -17.7539  -24.1684  32.1463
N  8.1935  13.7628  16.034
O  2.6837  -23.0307  30.2812
O  5.4258  -4.4789  32.7409
O  11.2399  8.3243  29.9775
O  -2.7233  6.0229  27.1465
O  4.8139  6.8797  16.0797
O  12.1802  8.3667  25.3196
O  6.4759  -3.9688  22.297
O  27.4248  -26.7792  28.0047
N  0.5844  -3.0207  17.7464
O  14.5102  7.6406  26.3457
O  3.8291  0.4441  23.5716
O  19.0075  2.5321  23.3957
O  19.8499  -7.0625  30.8466

Results
free energy: -65711.726 eV
free energy less fixed offsets of N -289.75, O -463.61, Si -117.95 eV per atom: -47.926 eV
pressure: 0.18 GPa
stress xx, yy, zz, yz, xz, xy (GPa, positive in tension): -0.44, -0.04, -0.06, 1.24, 0.08, -0.26

Forces (eV/angstrom), in the order of the atoms: element, x, y, z
Si  -0.0455  0.0218  0.0668
Si  -0.0176  0.0503  0.1027
Si  -0.0022  -0.0188  0.1072
Si  0.0595  -0.025  0.0762
Si  0.0052  -0.0192  0.0789
Si  0.0367  0.0225  0.1216
Si  -0.0423  0.0021  0.1067
Si  -0.0131  0.0158  0.0661
Si  -0.0049  0.0035  0.0139
Si  -0.0054  0.0034  -0.0011
Si  -0.0568  0.0225  -0.0053
Si  0.0052  -0.0124  -0.0125
Si  -0.0043  0.0044  -0.0113
Si  -0.0079  -0.0168  -0.0049
Si  -0.0373  -0.0081  0.0036
Si  0.0269  -0.0143  0.0048
Si  0.0103  0.0053  0.017
Si  0.0041  -0.0196  -0.0073
Si  0.0159  0.0028  0.0261
Si  0.0038  -0.0127  0.0069
Si  -0.0009  -0.0089  0.0176
Si  -0.0152  0.0217  0.0099
Si  -0.0107  0.0112  0.0137
Si  0.029  0.0109  0.0178
Si  -0.0186  0.0009  -0.0048
Si  -0.0096  -0.0026  -0.0007
Si  -0.0179  -0.0121  -0.0091
Si  0.0279  0.0178  -0.0016
Si  -0.0082  0.0062  -0.0037
Si  0.0026  -0.0033  0.0028
Si  0.0039  -0.028  0.0039
Si  -0.0114  0.0137  -0.0073
Si  0.0174  -0.0127  0.0031
Si  0.0151  -0.0097  0.0027
Si  -0.009  0.0261  0
Si  -0.0028  0.0045  -0.0001
Si  0.0074  -0.0051  0.0058
Si  0.0016  0.0073  0.0055
Si  -0.0154  -0.0128  0.0022
Si  0.0189  -0.0096  0.0041
Si  -0.0172  -0.0123  0.0003
Si  0.0047  0.0219  -0.009
Si  -0.0013  -0.0191  -0.0119
Si  -0.0015  -0.0156  0.003
Si  -0.0222  0.0028  0.0082
Si  0.0291  -0.0037  0.005
Si  -0.0219  0.0219  -0.0016
Si  -0.0103  -0.0078  -0.0114
Si  -0.0078  0.0235  -0.0169
Si  0.0173  -0.0033  0.0025
Si  0.021  0.0209  -0.0093
Si  0.0329  0.0097  -0.0163
Si  -0.0207  -0.0165  0.0104
Si  0.002  -0.0271  0.0091
Si  -0.0001  0.0044  0.0034
Si  0.0069  -0.0026  -0.0156
Si  -0.0003  0.0024  -0.0243
Si  0.0054  0.0045  -0.0106
Si  -0.0137  -0.0099  0.0161
Si  -0.0372  -0.0258  -0.0081
Si  -0.0061  0.0382  -0.0043
Si  0.0339  0.0032  0.0182
Si  -0.0299  -0.0088  0.0149
Si  0.0034  -0.0015  0.0057
Si  0.0138  -0.0425  0.0114
Si  0.0313  -0.0217  -0.0083
Si  -0.0144  -0.0015  -0.0458
Si  0.0434  0.0096  0.0124
Si  -0.0435  0.0144  0.0049
Si  -0.0445  0.0224  0.0407
Si  -0.0119  0.0199  0.0133
Si  0.0304  0.0023  0.0408
Si  -0.0163  0.0166  -0.0064
Si  0.0244  0.0131  -0.0027
Si  0.0228  0.0039  -0.0114
Si  0.0111  -0.0444  -0.0232
Si  0.0144  -0.0384  -0.0329
Si  0.0357  0.0149  -0.025
Si  -0.0033  -0.0097  -0.0546
Si  -0.0069  0.0124  -0.0498
Si  -0.0013  -0.0166  0.0201
Si  0.0383  -0.0477  0.0006
Si  -0.0374  -0.0133  -0.0201
Si  0.045  0.0358  -0.0197
Si  -0.0386  0.0159  0.0013
Si  -0.0209  0.0126  0.0363
Si  -0.0383  0.0528  0.046
Si  -0.0368  0.0411  0.0021
Si  -0.0108  -0.066  -0.089
Si  0.0677  -0.0463  -0.0629
Si  0.0134  -0.0529  -0.0548
Si  -0.0125  -0.0018  -0.0993
Si  -0.0112  0.0283  -0.0231
Si  0.0387  0.0061  -0.0863
Si  -0.0245  -0.0054  -0.1582
Si  0.1005  -0.0751  -0.0367
Si  -0.0131  -0.0553  -0.1578
Si  -0.0051  0.0484  -0.0922
Si  0.0145  0.0198  0.1434
Si  0.0553  -0.0357  0.1188
Si  -0.013  -0.0007  -0.2008
Si  0.0046  0.0395  -0.1789
Si  -0.0502  -0.0044  -0.1166
Si  -0.0222  -0.0012  0.1533
Si  -0.0095  0.0255  -0.124
Si  0.0216  0.0155  -0.1829
Si  -0.0083  0.0048  -0.2832
Si  0.036  -0.0279  -0.1717
Si  0.0048  -0.0221  -0.0556
Si  -0.0366  -0.0293  0.1483
Si  -0.0143  0.0067  0.0076
Si  0.0253  0.0081  -0.1307
Si  0.0435  -0.0181  -0.1407
Si  0.0252  0.0094  -0.186
Si  0.0033  -0.0038  0.1497
Si  0.0063  0.0026  -0.1911
Si  -0.0191  -0.0538  -0.2684
Si  -0.0087  0.0123  -0.1713
Si  -0.0663  0.0475  -0.1856
Si  0.0141  -0.0167  0.1292
Si  -0.0174  0.0456  0.1006
Si  0.0045  0.0647  -0.1583
Si  -0.0209  -0.0276  -0.2157
Si  0.0002  -0.0109  0.157
Si  -0.0009  0.0234  0.1784
Si  0.0085  -0.0034  -0.1265
Si  -0.0447  0.0158  -0.2239
Si  -0.0376  -0.0514  -0.1256
Si  -0.0519  0.0067  -0.2618
Si  0.0408  0.0248  0.1513
Si  0.0535  0.0058  -0.1074
Si  -0.0122  0.032  0.1557
Si  -0.026  -0.0438  0.1117
Si  0.0169  0.0138  0.127
Si  -0.0255  -0.0116  0.188
Si  0.0164  -0.0304  0.1074
Si  0.0174  -0.0161  0.1087
Si  -0.0018  0.0004  0.1412
Si  0.0267  -0.0142  -0.2119
Si  0.0243  -0.033  -0.0139
Si  -0.0445  -0.0269  -0.0704
Si  -0.0088  0.0526  0.1479
Si  -0.0423  0.0106  0.2051
Si  -0.0338  -0.0195  0.0883
O  0.0294  0.0257  -0.0629
O  0.0002  -0.0108  -0.0512
O  0.0136  -0.0089  0.0306
O  0.0125  0.0368  -0.0492
O  0.0379  -0.0157  -0.0798
O  0.0212  0.0273  -0.0348
O  0.0424  -0.0291  0.0795
O  -0.0438  0.0275  -0.1083
O  0.0143  -0.0153  0.0853
O  0.0041  -0.0047  -0.0529
O  -0.022  -0.014  -0.1331
O  0.0181  -0.0502  -0.1098
O  -0.057  0.0273  -0.0586
O  0.0271  -0.0334  0.0955
O  -0.0089  -0.0223  -0.0863
O  -0.0212  -0.0076  0.0667
O  -0.064  0.0593  -0.0008
O  0.0535  -0.0535  0.1043
O  -0.0663  0.0685  0.0887
O  0.0301  0.0484  0.0729
O  0.0255  0.0072  -0.0139
O  -0.0169  0.0317  0.1231
O  -0.0045  0.0266  0.0647
N  0.0386  -0.0011  0.0558
O  -0.004  0.0088  -0.0131
N  -0.0236  0.0847  0.1404
O  -0.0076  0.002  0.0253
O  0.0149  -0.0353  0.0862
N  -0.03  0.03  0.1586
O  -0.0138  0.0217  0.1036
O  0.0501  -0.0089  -0.1826
O  0.0051  0.0157  -0.0314
O  0.0062  -0.0072  0.0829
O  -0.0198  -0.0155  0.092
O  -0.0501  0.0082  0.0946
O  0.0199  0.0062  0.0466
O  -0.0613  0.0626  0.1107
O  -0.0329  -0.0248  0.0758
O  -0.0043  -0.0184  0.2027
O  -0.0287  -0.0026  -0.159
O  0.0294  0.0249  0.0647
N  0.0401  0.0168  0.1438
O  -0.0383  -0.0081  0.0619
O  -0.0246  -0.0184  -0.0523
O  -0.0094  -0.0079  -0.0303
O  0.0543  0.0385  0.0884
N  -0.0031  0.0225  0.0682
N  0.0295  0.0736  0.1124
O  0.02  0.0072  -0.0864
O  -0.0357  -0.0249  -0.0457
O  0.0357  0.0097  0.0741
O  -0.0255  0.0136  -0.0499
O  0.0186  0.0067  -0.0784
O  0.0024  -0.0551  -0.0964
O  0.0096  0.0282  -0.0812
O  -0.001  -0.0185  0.1023
O  0.0489  -0.0414  0.0646
O  0.0915  0.0013  0.1893
O  0.0271  0.0338  -0.0407
O  -0.0444  -0.0146  0.0915
O  -0.0006  -0.0119  0.0288
O  -0.027  -0.0575  -0.1012
O  -0.0275  0.0033  -0.0783
O  -0.0108  0.0064  0.0428
O  -0.023  0.0215  0.0541
O  0.0154  0.0083  -0.0783
O  -0.0272  -0.0148  0.1224
O  0.0367  -0.0423  0.046
O  0.0224  -0.0386  -0.1084
O  0.0034  -0.0385  0.0649
O  0.0185  0.0104  -0.0565
O  -0.0362  0.0448  0.1153
O  0.0268  -0.0024  -0.0484
O  -0.0172  0.0037  -0.0452
O  -0.0452  -0.0036  -0.0945
O  -0.0021  0.0019  -0.0001
O  0.0179  -0.0253  0.1394
O  -0.0134  0.0335  0.0533
O  0.0019  -0.0122  -0.0239
O  -0.0298  -0.0023  0.0761
O  0.0273  0.032  0.0972
O  0.0436  -0.0342  -0.111
O  -0.0248  -0.0855  0.1202
O  0.0218  -0.0465  -0.0691
O  0.0093  -0.0454  -0.1088
O  -0.0685  0.0461  -0.0519
O  0.0028  -0.0014  -0.012
O  0.0022  0.0425  -0.0886
O  0.0016  0.0218  0.145
O  0.0414  0.0054  0.0901
O  -0.0149  0.0023  0.0326
O  0.0062  -0.019  -0.0472
O  -0.01  0.041  -0.1055
O  0.0051  -0.0177  -0.0545
N  0.0248  -0.0196  0.2045
O  -0.0233  0.0069  -0.0856
O  -0.0227  0.0335  -0.1032
O  0.0376  0.0205  -0.0685
O  0.0263  -0.0185  -0.0316
O  0.0533  -0.0523  0.0917
O  0.0032  -0.0056  0.0053
O  -0.0454  -0.0534  0.0937
O  0.017  0.0168  -0.0693
N  -0.0052  0.0607  0.0831
O  0.002  0.0035  -0.0264
O  -0.0167  0.0063  0.0354
O  0.0023  0.0431  0.0656
O  0.0211  -0.0426  -0.0741

The program warned: the forces do not sum to zero within the program's tolerance.
